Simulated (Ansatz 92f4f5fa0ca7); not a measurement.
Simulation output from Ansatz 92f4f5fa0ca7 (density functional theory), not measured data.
Periodic cell of 184 atoms, Si120O64, from a study of silicon, its oxide and their interface. The atomic structure is a simulated model.
This geometry differs little from another in the collection (a relaxation step or a small displacement).

Settings: functional r2SCAN; potential files Ansatz PAW; basis plane waves; wave-function cutoff 800 eV; density cutoff ratio 5; exchange-correlation grid ratio 1; k mesh 1 x 1 x 1, shifted by 0.5 0.5 0 of a step; self-consistency stop 1e-10 eV per atom in the density residual; occupations fixed; spin none; net charge 0.

Cell vectors (angstrom)
a	10.887	0	0
b	0	10.887	0
c	0	0	27.4457

Atoms: element, x, y, z (angstrom)
Si	-2.7471	0.0172	2.8876
Si	8.1452	2.8599	-0.0597
Si	-9.3742	1.4755	1.4805
Si	12.8615	3.0004	-1.9766
Si	9.6656	0.0945	-4.2308
Si	15.0517	4.2031	1.2533
Si	2.8751	5.6458	2.6615
Si	10.7112	6.7586	-1.9723
Si	2.1904	3.3969	0.2899
Si	8.264	5.4153	2.8016
Si	1.6746	-0.288	-5.2659
Si	3.8322	9.5082	-0.9699
Si	5.3629	2.7338	2.7194
Si	7.0514	6.7053	1.2817
Si	-0.2638	6.9979	-9.0941
Si	20.4407	3.9596	1.5188
Si	0.0424	2.6634	2.8694
Si	2.9405	0.0576	2.6769
Si	-0.0702	8.2136	2.7612
Si	1.4045	7.0432	1.3747
Si	1.5896	-2.0669	-0.4204
Si	10.3213	1.2275	-1.5342
Si	5.6372	8.2251	2.5483
Si	-1.319	9.7487	1.451
Si	1.4476	4.1773	4.0393
Si	4.1089	1.4002	4.1919
Si	1.4247	9.585	3.9805
Si	4.2215	6.944	4.0084
Si	6.8057	4.0698	4.0522
Si	9.5305	1.3653	4.1898
Si	6.8613	9.4579	4.1683
Si	9.5615	6.8035	4.1715
Si	0.048	-0.0141	5.4273
Si	2.719	2.7765	5.4811
Si	0.0614	5.4468	5.4807
Si	2.7608	8.2156	5.3636
Si	5.48	-0.0145	5.4913
Si	8.1491	2.734	5.461
Si	5.4695	5.4803	5.3802
Si	8.1861	8.1206	5.5462
Si	1.3343	1.371	6.8031
Si	4.1156	4.152	6.7831
Si	1.4279	6.8486	6.7836
Si	4.0497	9.5297	6.8053
Si	6.838	1.3647	6.8369
Si	9.5233	4.0619	6.8031
Si	6.7769	6.7591	6.8408
Si	9.5814	9.5273	6.8082
Si	-0.043	2.6819	8.1797
Si	2.6652	-0.0201	8.1558
Si	0.0371	8.175	8.16
Si	2.7535	5.4839	8.1721
Si	5.4503	2.7613	8.1356
Si	8.2047	-0.0154	8.1703
Si	5.3645	8.1183	8.1619
Si	8.1309	5.3751	8.1633
Si	1.3516	4.0841	9.4374
Si	4.0343	1.3923	9.3921
Si	1.3396	9.5132	9.6072
Si	4.0359	6.8143	9.6495
Si	6.7698	4.065	9.5993
Si	9.5259	1.3127	9.6067
Si	6.7619	9.4922	9.415
Si	9.517	6.7665	9.4014
Si	-0.0223	-0.0604	11.0252
Si	2.6704	2.6887	10.7756
Si	-0.0137	5.4444	10.7559
Si	2.6463	8.1686	11.0592
Si	5.3723	0.01	10.6766
Si	8.1341	2.6714	10.936
Si	5.3755	5.4059	11.0103
Si	8.0721	8.0424	10.702
Si	1.4061	1.3942	12.3017
Si	3.9541	3.97	12.2664
Si	5.8305	8.6809	13.396
Si	4.0771	9.6804	12.209
Si	6.6765	1.2649	12.1448
Si	9.5602	4.1006	12.1408
Si	8.5341	5.733	13.501
Si	10.18	7.515	13.4668
Si	0.3958	3.1693	13.4568
Si	3.2269	0.569	13.588
Si	-1.5021	9.306	12.121
Si	1.2235	6.6945	12.3533
Si	4.8124	2.3046	21.8641
Si	7.5507	-0.6276	13.191
Si	13.5306	6.1722	18.9036
Si	6.7886	6.8033	12.2852
Si	4.8539	8.3869	15.5185
Si	5.3827	-10.7758	20.0264
Si	3.781	5.5468	16.0027
Si	3.5796	8.6043	20.6281
Si	5.0135	2.2503	13.4984
Si	7.0643	4.3693	21.1196
Si	2.1311	4.8484	13.5378
Si	7.9218	5.5221	18.3991
Si	20.8477	-30.033	15.337
Si	5.9493	-5.7557	27.3791
Si	-4.4576	0.9605	29.0248
Si	8.1827	-6.5887	15.418
Si	-37.5759	11.7138	17.0691
Si	42.194	20.5214	18.9469
Si	-3.1317	-1.1963	21.4652
Si	-4.8765	18.1131	22.1266
Si	-20.6042	13.1763	20.3282
Si	0.5894	0.9822	17.6019
Si	20.6002	24.7851	22.0277
Si	11.7012	15.786	23.4282
Si	-4.9106	3.302	15.434
Si	-7.1218	33.5109	24.2551
Si	8.3897	10.8141	15.2129
Si	0.3213	-0.0652	27.6672
Si	-8.4169	14.9747	21.0923
Si	18.1473	8.108	17.2916
Si	3.1179	-10.999	15.877
Si	0.4721	-16.7087	27.8921
Si	-12.1053	29.9358	15.6364
Si	8.1326	7.8278	26.9212
Si	4.7218	10.0589	28.7139
Si	16.5467	7.3518	25.3177
O	-5.3496	-5.0218	-1.4785
O	1.049	-15.6388	-8.7868
O	10.7415	12.9818	-10.7712
O	6.3696	-5.1731	-5.7591
O	6.0888	0.5023	-8.8091
O	23.6159	-6.5606	-2.9053
O	9.7427	-21.5791	-2.6285
O	-2.7814	-3.1861	-11.496
O	5.8085	-24.0097	-10.6182
O	10.3654	43.5214	-9.1775
O	12.4768	11.8741	-6.2445
O	-1.5666	1.554	-4.8483
O	14.3238	9.1672	-11.6365
O	12.5226	5.1297	-5.3999
O	20.0666	13.2444	-1.2111
O	-1.8132	23.1196	-12.5899
O	6.2123	2.3887	16.7744
O	-4.368	10.671	21.1252
O	27.9416	-18.6823	21.5131
O	-3.6958	8.1723	21.5262
O	-10.2056	2.0346	25.2464
O	24.1484	20.2084	21.4551
O	6.9527	-14.9608	18.2133
O	21.456	-2.4862	19.1572
O	13.8756	-25.0427	19.507
O	-10.7961	16.3089	26.3361
O	32.2889	13.6281	20.6391
O	-2.4764	20.906	22.8955
O	18.1798	37.209	19.5188
O	-1.691	7.1954	25.8551
O	29.8548	-6.0795	16.9756
O	3.2769	-8.6866	24.967
O	-24.4419	-12.6465	18.1154
O	-14.5811	10.9589	16.3086
O	-12.3864	-4.8194	18.8167
O	4.868	15.2605	15.9539
O	15.3482	11.389	16.575
O	12.1889	12.7232	18.777
O	-17.2724	12.2283	20.5941
O	11.0425	-0.5764	22.6608
O	33.4807	-13.7751	25.8052
O	-12.8403	-0.8826	20.3936
O	-3.6455	-9.3497	27.7066
O	26.0078	10.7298	25.4415
O	15.1955	-13.6293	25.7078
O	-6.4015	-4.0582	15.3384
O	-7.2533	-18.3719	22.0038
O	2.4768	5.147	15.1302
O	-13.279	14.9162	21.7758
O	2.5786	0.0908	23.4645
O	-2.155	9.1645	27.5923
O	3.1066	4.996	19.9091
O	-11.1993	18.3152	16.7747
O	-6.3134	29.5228	21.5835
O	21.8682	6.2698	23.943
O	26.6729	1.3616	23.1959
O	7.0688	4.0035	26.9295
O	9.5876	-1.0812	15.7433
O	-4.0349	19.0957	26.0012
O	-7.5039	-15.8693	17.5087
O	-4.9735	7.265	23.737
O	4.4232	20.6109	19.8215
O	-0.2658	-7.1453	23.1367
O	12.6503	-10.6847	16.7507

Results
free energy: -113256.754 eV
free energy less fixed offsets of O -570.45, Si -639.56 eV per atom: -0.754 eV

Forces (eV/angstrom), in the order of the atoms: element, x, y, z
Si	-0.0012	0.0001	-0.0002
Si	-0.0009	0.001	0.002
Si	-0.0001	0.0004	-0.0006
Si	0.0005	-0.0006	0.0021
Si	-0.0007	-0.001	0.0034
Si	-0.0002	0.0004	-0.0007
Si	0.0001	-0.0004	0.0001
Si	-0.0012	0.0013	0.0041
Si	-0.0002	0.0007	0.0004
Si	0.0003	0.0003	0.0001
Si	-0.0004	-0.0006	0.0021
Si	-0.0009	-0.0002	0.0035
Si	0.0004	-0.0005	-0.0004
Si	0.0001	-0.0004	-0.0003
Si	-0.0006	0.0005	-0.0023
Si	-0.0003	-0.0001	-0.0009
Si	0.0002	0.0008	0.0014
Si	-0.0009	-0.0008	0.0005
Si	-0.0007	-0.0004	-0.0007
Si	0.0004	0.0008	-0.0005
Si	-0.0015	0	0.0024
Si	0.0001	0.0009	0.0036
Si	0.0004	-0.0006	-0.0005
Si	0.0011	-0.0008	-0.001
Si	0.0002	-0.0003	-0.0006
Si	-0.0002	-0.0002	0.0001
Si	0.0006	0.0008	-0.0002
Si	-0.0001	0.0008	-0.0003
Si	-0.0006	0.0002	-0.0001
Si	0.0006	-0.0007	-0.0003
Si	-0.0006	-0.0002	-0.0008
Si	-0.0004	-0.0001	0.0002
Si	0.0002	-0.0003	0.0002
Si	-0.0002	0.0002	0
Si	-0.0005	-0.0009	0.0001
Si	0.0003	-0.0005	0.0002
Si	0	-0.0004	-0.0001
Si	-0.0009	-0.0003	0
Si	0.0005	0.0006	0.0004
Si	-0.0007	0	-0.0003
Si	-0.0002	-0.0001	-0.0001
Si	-0.0007	0	0
Si	-0.0001	0.0002	0.0001
Si	0	-0.0008	0
Si	-0.0003	0.0001	0.0001
Si	-0.0002	0.0005	-0.0002
Si	-0.0003	-0.0003	0.0002
Si	0.0004	-0.0002	0.0002
Si	0.0003	0.0002	0.0001
Si	-0.0003	-0.0001	-0.0003
Si	-0.0001	-0.0002	0.0002
Si	0.0002	-0.0001	0
Si	0	0.0004	-0.0003
Si	-0.0002	-0.0004	-0.0001
Si	-0.0003	0.0002	-0.0003
Si	0	-0.0005	-0.0003
Si	0	-0.0006	0.0003
Si	-0.0004	-0.0003	0.0004
Si	-0.0003	0	0.0002
Si	-0.0003	-0.0002	0.0007
Si	-0.0005	0	0.0006
Si	0.0003	0.0001	0.0002
Si	-0.0001	0.0001	0.0001
Si	-0.0004	0.0005	0.0003
Si	0.0004	-0.0001	-0.0001
Si	0.0005	0	0.0001
Si	-0.0001	0.0012	0.0001
Si	0.0006	0.0002	0.0008
Si	-0.0007	0.0003	-0.0004
Si	-0.0001	0	0.0009
Si	-0.0002	-0.0001	0.0002
Si	0.0004	-0.0001	0.0004
Si	-0.0003	-0.0002	-0.001
Si	0	0.0004	-0.0012
Si	-0.0026	-0.0004	0.0009
Si	-0.0001	-0.0003	-0.0003
Si	-0.0011	0.0009	-0.0009
Si	-0.0011	0.001	0.0001
Si	0.0008	-0.001	-0.0003
Si	-0.0003	0.0002	0.0025
Si	-0.0003	-0.0009	0.0014
Si	0	-0.0006	0.001
Si	-0.0002	0.0005	-0.0004
Si	0.0002	-0.0007	-0.0009
Si	0.001	-0.0015	0.0014
Si	0.0011	-0.0001	0.0021
Si	0.0011	0.0003	-0.0023
Si	-0.0008	0.0008	0.0005
Si	-0.001	-0.0008	-0.0029
Si	0.0002	0.0006	-0.0033
Si	0.0029	0	-0.0069
Si	0.0006	0.0005	-0.0001
Si	0.0002	0.0008	0.001
Si	0.0014	0.0009	-0.0016
Si	-0.0003	0.0007	0.0017
Si	-0.0007	-0.0006	-0.0042
Si	0.0013	0.0012	-0.0006
Si	-0.0006	-0.0006	0.0007
Si	-0.0003	0.0013	-0.0008
Si	-0.0011	-0.0009	-0.0013
Si	-0.0016	0.0038	-0.0046
Si	0.0004	0.0005	-0.002
Si	0	0.0003	-0.0002
Si	0.0006	-0.0003	0.0063
Si	-0.0004	-0.001	-0.003
Si	0.0002	0.0008	-0.0048
Si	0.0003	-0.0002	0.0028
Si	-0.0004	0.0003	0.0042
Si	0.0014	0.0012	-0.001
Si	-0.0011	0.0006	0.0048
Si	0.0024	-0.0008	-0.003
Si	-0.0001	-0.0001	0.0003
Si	-0.0002	0.0017	-0.0003
Si	-0.0004	-0.0003	-0.0032
Si	-0.0001	-0.001	-0.0035
Si	0	-0.001	-0.0002
Si	0.0004	-0.0007	-0.0037
Si	-0.001	0.0006	0.0014
Si	0.0003	-0.0008	-0.0004
Si	0.0023	-0.0014	0.0027
O	0.0006	0.0009	-0.0004
O	0.0026	-0.0002	0.0015
O	-0.0016	0.0001	0.0013
O	0.0002	-0.0001	0.0004
O	-0.001	0.0006	0.006
O	-0.0005	-0.0005	-0.0013
O	0.0001	-0.0004	-0.0035
O	-0.0015	-0.0007	0.0019
O	0.0003	-0.0006	0.0009
O	-0.0006	-0.0001	0.0018
O	-0.0008	0.0001	-0.0008
O	-0.0001	0.001	-0.001
O	0.0016	-0.0017	0.001
O	0.0008	-0.0004	-0.0003
O	0.0007	-0.0004	-0.0014
O	0.0008	-0.0016	-0.0004
O	-0.0002	-0.0028	0.0032
O	0.0001	-0.0002	0
O	-0.0006	-0.0002	-0.0002
O	0.0011	0.0017	-0.0025
O	0.0005	-0.0001	-0.0025
O	0.0007	-0.0001	0.0001
O	-0.0004	0	0.0009
O	0	0.0003	0.0001
O	-0.0003	0.0002	0.0006
O	0.0001	0.0001	-0.0003
O	0.0008	-0.0004	0.0005
O	-0.0006	-0.0006	-0.0018
O	0.0005	0.0001	0.0022
O	0.0017	-0.0007	-0.0014
O	0.0013	0.0003	0.0036
O	0.0006	-0.0022	-0.0037
O	0.0006	0.0013	0.0023
O	-0.0004	0.0002	0.0029
O	0.0007	0.0004	0.0013
O	-0.0031	0.0035	0
O	0.0001	0.002	0.002
O	0.0002	0.0007	0.0036
O	0.0011	-0.0005	0.0001
O	0.0008	0.0005	-0.001
O	0.0009	-0.0002	-0.0016
O	-0.0007	0	0.0007
O	0.0002	-0.0001	-0.0006
O	-0.0001	0.0035	-0.0038
O	-0.0006	-0.003	-0.0038
O	-0.0052	-0.0038	0.006
O	-0.0001	0.0002	-0.0003
O	0.0048	0.0014	0.003
O	-0.0015	-0.0001	-0.0004
O	0.0012	0.0003	-0.0009
O	-0.0024	-0.0006	0.0002
O	0.0002	-0.0004	0.0005
O	-0.0002	0.0002	0.0015
O	-0.0021	0.0013	-0.0018
O	0.0008	-0.0013	-0.0019
O	0.0001	0.0006	-0.0018
O	-0.0007	0.0008	-0.0016
O	0.0003	-0.0018	0.0015
O	0.0003	0.0013	-0.0005
O	-0.0008	0.0005	0.0003
O	0.001	0	-0.001
O	0.0016	0.0013	0.0017
O	0	-0.0007	-0.0011
O	-0.0018	0.0013	0.0024

The program warned: the cutoff lies below the one the program advises for these potential files; empty levels may hold ghost states of the PAW files; the exchange-correlation potential is rough where the density is thin.
